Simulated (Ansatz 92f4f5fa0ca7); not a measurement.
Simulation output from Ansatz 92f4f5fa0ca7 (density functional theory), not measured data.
Periodic cell of 222 atoms, Si134O80N8, from a study of silicon, its oxide and their interface. The atomic structure is a simulated model.
Doubt: the cutoff is far below the 930 eV that the study's wrapper takes by default for these files, so forces and energies are approximate.

Settings: functional PBE; potential files Ansatz PAW; basis plane waves; wave-function cutoff 580 eV; density cutoff ratio 5; exchange-correlation grid ratio 1; k mesh 1 x 1 x 1, Gamma-centred; self-consistency stop 5e-08 eV per atom in the density residual; occupations fixed; spin none; net charge 0.

Cell vectors (angstrom)
a, 10.938, 0, 0
b, 0, 10.938, 0
c, 0, 0, 31.4781

Atoms: element, x, y, z (angstrom)
Si, 0.0538, -0.1927, 24.0518
Si, 5.6871, -0.1448, 24.1522
Si, 3.364, 2.1941, 23.6799
Si, 8.1621, 2.8966, 23.9697
Si, 0.1647, 5.5994, 24.2333
Si, 5.842, 5.078, 23.9184
Si, 2.3754, 8.5836, 24
Si, 8.1144, 8.6594, 23.6081
Si, 1.49, 1.3527, 25.1566
Si, 6.9395, 1.3782, 25.3747
Si, 4.2358, 3.9074, 25.2469
Si, 9.6888, 4.0793, 25.3395
Si, 1.4514, 6.9797, 25.5218
Si, 6.917, 6.9035, 25.0688
Si, 4.1381, 9.5537, 25.3899
Si, 9.5442, 9.534, 25.3859
Si, 2.7407, 0.0118, 26.6777
Si, 8.2334, -0.009, 26.7195
Si, 0.0969, 2.6909, 26.6578
Si, 5.5283, 2.6851, 26.7387
Si, 2.8141, 5.4258, 26.65
Si, 8.2349, 5.4995, 26.6089
Si, -0.0291, 8.2177, 26.7691
Si, 5.5076, 8.1244, 26.6526
Si, 4.1018, 1.3673, 28.0598
Si, 9.5708, 1.3673, 28.0598
Si, 1.3673, 4.1018, 28.0598
Si, 6.8362, 4.1018, 28.0598
Si, 4.1018, 6.8362, 28.0598
Si, 9.5708, 6.8362, 28.0598
Si, 1.3673, 9.5708, 28.0598
Si, 6.8362, 9.5708, 28.0598
Si, 0, 0, 29.4271
Si, 5.469, 0, 29.4271
Si, 2.7345, 2.7345, 29.4271
Si, 8.2035, 2.7345, 29.4271
Si, 0, 5.469, 29.4271
Si, 5.469, 5.469, 29.4271
Si, 2.7345, 8.2035, 29.4271
Si, 8.2035, 8.2035, 29.4271
Si, 1.3673, 1.3673, 30.7943
Si, 6.8362, 1.3673, 30.7943
Si, 4.1018, 4.1018, 30.7943
Si, 9.5708, 4.1018, 30.7943
Si, 1.3673, 6.8362, 30.7943
Si, 6.8362, 6.8362, 30.7943
Si, 4.1018, 9.5708, 30.7943
Si, 9.5708, 9.5708, 30.7943
Si, 2.7345, 0, 0.6835
Si, 8.2035, 0, 0.6835
Si, 0, 2.7345, 0.6835
Si, 5.469, 2.7345, 0.6835
Si, 2.7345, 5.469, 0.6835
Si, 8.2035, 5.469, 0.6835
Si, 0, 8.2035, 0.6835
Si, 5.469, 8.2035, 0.6835
Si, 4.1018, 1.3673, 2.0507
Si, 9.5708, 1.3673, 2.0507
Si, 1.3673, 4.1018, 2.0507
Si, 6.8362, 4.1018, 2.0507
Si, 4.1018, 6.8362, 2.0507
Si, 9.5708, 6.8362, 2.0507
Si, 1.3673, 9.5708, 2.0507
Si, 6.8362, 9.5708, 2.0507
Si, 0, 0, 3.418
Si, 5.469, 0, 3.418
Si, 2.7345, 2.7345, 3.418
Si, 8.2035, 2.7345, 3.418
Si, 0, 5.469, 3.418
Si, 5.469, 5.469, 3.418
Si, 2.7345, 8.2035, 3.418
Si, 8.2035, 8.2035, 3.418
Si, 1.2637, 1.386, 4.8364
Si, 6.8492, 1.3726, 4.7858
Si, 4.0565, 4.2062, 4.7578
Si, 9.5236, 4.1503, 4.7631
Si, 1.2337, 6.9074, 4.789
Si, 6.7451, 6.8425, 4.8106
Si, 4.1209, 9.5674, 4.7609
Si, 9.63, 9.5444, 4.8317
Si, 2.7129, -0.05, 6.0624
Si, 8.2646, -0.0301, 6.1543
Si, -0.217, 2.7898, 6.2459
Si, 5.4281, 2.8397, 6.0509
Si, 2.5977, 5.5596, 6.0697
Si, 8.0057, 5.3275, 6.0928
Si, -0.0723, 8.1649, 6.3745
Si, 5.4239, 8.2584, 6.2481
Si, 3.9189, 1.5638, 7.2407
Si, 9.0224, 1.6131, 7.7423
Si, 1.599, 3.8497, 7.3934
Si, 6.8189, 3.6692, 7.8189
Si, 3.6787, 7.135, 7.4569
Si, 9.0338, 6.8702, 7.5171
Si, 1.6182, 9.4862, 7.5984
Si, 7.1047, 9.4177, 7.5486
O, 6.8712, 9.7908, 23.3836
O, 1.4014, 4.8518, 23.4363
O, 2.775, 2.6888, 7.6674
O, 4.1257, 6.0715, 8.6099
N, 7.4069, 2.0563, 8.4547
O, 3.6537, 4.0279, 10.2592
O, 6.7411, 10.3146, 8.9141
O, 1.3103, 4.3234, 8.9666
O, 8.024, 6.7901, 10.6114
N, 9.2785, -2.1634, 12.0252
N, 6.432, 4.739, 9.2687
O, 4.7389, 1.1185, 8.61
O, 2.7138, 8.3364, 8.1724
O, 5.1521, 5.1619, 22.4301
O, 10.0093, 11.2168, 22.7745
O, -1.9349, 8.403, 22.1636
N, 2.8694, 5.6997, 21.1534
N, 4.4857, 0.7069, 23.1646
N, 11.8222, 8.0406, 21.2057
O, 7.1458, 4.1257, 23.5908
O, -0.6401, 6.5593, 23.1813
Si, 8.5762, 8.0602, 18.1478
Si, 0.6673, -3.9214, 14.7648
Si, 10.7996, -1.247, 12.0236
Si, 6.6374, 12.1176, 12.3226
Si, 6.2472, 0.9274, 9.2339
Si, -1.5117, 12.2267, 21.6284
Si, 5.1944, 7.5111, 12.0832
Si, 12.2571, 9.7492, 21.5111
Si, 6.4115, 15.5661, 16.4593
Si, 2.2682, 7.9447, 12.4498
Si, 11.803, 1.3185, 19.9033
Si, 8.1436, 0.0482, 19.0038
Si, 13.4746, 7.3928, 21.2092
Si, 8.8, 8.6466, 15.206
Si, 16.1436, 11.5571, 17.7833
Si, 11.4615, 11.7016, 9.75
Si, 12.9588, 3.5701, 10.2508
Si, 4.5119, -5.7606, 20.9439
Si, 14.8533, 2.302, 19.7262
Si, 15.4803, 9.0754, 19.4168
Si, 10.9813, 6.4893, 17.4998
Si, 10.4556, 1.3639, 17.188
Si, 9.1791, 13.5413, 14.8435
Si, 4.7881, 5.212, 9.8228
Si, 8.0197, 5.337, 9.8671
Si, 10.2615, 7.3753, 21.7652
Si, 1.9495, 4.464, 21.9647
Si, 8.1415, 14.6787, 12.4086
Si, 9.265, 4.0971, 17.4452
Si, 9.0987, 7.0384, 11.8193
Si, 6.894, 5.8374, 13.6991
Si, 16.9937, 1.9373, 15.1541
Si, -0.4113, 11.0285, 14.703
Si, 18.595, 9.1934, 12.6274
Si, 4.3419, 10.9624, 21.5546
Si, -0.2516, 5.0629, 19.8855
Si, -4.8538, 6.6082, 18.671
Si, 22.7506, 5.5176, 12.269
O, 9.8312, 6.2488, 20.6367
O, 6.7154, 4.445, 12.8353
O, 9.1169, 14.7758, 13.75
O, 2.8279, 3.1011, 22.3509
O, 8.2635, -1.5771, 19.0591
O, 5.5648, 3.4071, 15.7481
O, 5.4679, 0.767, 16.1589
N, -1.0426, 2.831, 16.4297
O, 0.6377, 10.6571, 20.3076
O, 16.4356, 8.1172, 18.5131
O, 10.1223, 18.6703, 14.8304
O, 9.8292, -5.4247, 16.8479
O, 6.6571, 0.508, 18.526
O, 2.3508, 1.961, 20.0183
O, 7.4305, -0.1725, 12.6959
O, 0.6454, 4.2956, 20.9967
O, 9.2348, 10.2036, 15.2211
O, -2.2594, 4.2954, 10.9652
O, 11.6992, 16.6725, 18.76
O, 2.8182, 10.4169, 21.3715
O, 5.9543, 12.0063, 10.8456
O, 9.1703, 5.6706, 8.7091
O, 9.2032, 11.5243, 17.8911
O, 13.1347, 6.4073, 11.8955
O, 7.5573, 8.6111, 14.1548
O, 5.5657, 6.7486, 13.485
O, 9.6989, 4.0389, 19.0388
O, 8.4574, 0.6116, 20.5058
N, 12.1201, 9.6933, 23.2744
O, 4.3814, 12.9237, 18.1888
O, 10.7635, 0.0466, 11.044
O, 10.0721, 12.4401, 14.0529
O, 17.3472, 8.5622, 11.7727
O, 14.0983, 7.9029, 22.6782
O, 10.1966, 7.8, 18.0933
O, 7.8759, 13.1292, 12.1266
O, 7.0487, 5.5616, 15.285
O, 0.5715, 1.6764, 18.3574
O, 4.3627, 3.8133, 20.0688
O, 18.5789, 4.0123, 17.3422
O, 12.7392, 7.9422, 14.0275
O, 16.5105, 16.5397, 17.4752
O, -0.4149, 6.2865, 11.601
O, 14.2143, 8.1337, 19.917
O, 10.1714, 12.2634, 8.9032
O, 10.705, 1.9868, 20.9023
O, 8.0704, 8.1429, 8.0711
O, 7.7145, 6.7753, 18.6941
O, 12.1129, 8.8038, 11.5831
O, 5.0668, 6.318, 10.9898
O, 8.3264, 6.402, 13.1235
O, 12.1789, 10.5177, 8.846
O, 0.3712, 0.4575, 16.0963
O, 5.639, 12.5371, 13.5792
O, 8.5806, 2.4073, 22.4494
O, 12.1712, 4.0629, 11.6313
O, 19.0331, -2.6668, 16.608
O, 11.5715, 5.5998, 13.9046
O, 7.6858, 1.997, 15.1336
O, 14.7577, 8.3965, 12.2442
O, 11.2428, -11.6667, 13.52
O, 12.0651, 17.7459, 16.3244
O, 5.5413, 6.0991, 20.107
O, 15.7062, 1.3199, 20.6743
O, 15.2024, 10.3031, 18.3286
O, 16.1308, 9.7273, 20.8077
O, 12.5469, 1.9533, 10.1537

Results
free energy: -133758.214 eV
free energy less fixed offsets of N -385.13, O -568.88, Si -635.61 eV per atom: 4.966 eV

Forces (eV/angstrom), in the order of the atoms: element, x, y, z
Si, -0.0488, 0.4493, -0.0166
Si, 0.1804, -0.2641, 0.3368
Si, -0.0208, -0.2493, 0.383
Si, -0.1564, 0.2773, -0.0566
Si, 0.111, -0.0007, 0.0898
Si, -0.0936, -0.1485, 0.0475
Si, 0.7652, 0.1087, 0.0588
Si, -0.1957, 0.0028, 0.5867
Si, -0.0523, 0.1376, -0.2628
Si, 0.163, 0.1756, -0.1722
Si, 0.0873, 0.2069, -0.2108
Si, -0.0266, 0.0306, -0.074
Si, 0.0192, 0.0343, -0.2791
Si, -0.0051, 0.0056, -0.3241
Si, -0.1757, -0.3162, -0.2304
Si, -0.1284, -0.0341, -0.4031
Si, 0.0909, -0.0309, 0.0503
Si, 0.0083, -0.054, 0.1938
Si, 0.1219, -0.023, -0.0584
Si, -0.0159, -0.0433, 0.0143
Si, 0.1101, -0.3312, 0.0621
Si, -0.1562, -0.0664, -0.0567
Si, -0.044, 0.0799, 0.1744
Si, 0.0392, 0.0121, -0.0787
Si, -0.0499, -0.1082, 0.1692
Si, 0.5063, -0.0411, -0.0796
Si, 0.2898, 0.0495, -0.2334
Si, 0.268, 0.4305, -0.1621
Si, 0.5073, -0.5302, -0.0967
Si, -0.2554, -0.2534, 0.2079
Si, -0.0534, 0.4093, 0.1761
Si, -0.1312, -0.2008, -0.1879
Si, 0.0658, 0.0888, 0.0587
Si, -0.1445, -0.0662, -0.0338
Si, 0.0859, 0.087, 0.0082
Si, 0.117, 0.1911, -0.048
Si, -0.0601, 0.026, -0.0515
Si, -0.0516, 0.0723, 0.0389
Si, -0.0616, 0.0323, -0.0859
Si, -0.0358, -0.0214, 0.0142
Si, -0.0088, 0.0181, -0.016
Si, -0.0414, -0.0797, -0.0243
Si, 0.028, -0.0463, -0.0151
Si, 0.0308, -0.0549, 0.0107
Si, -0.0231, -0.0735, -0.0225
Si, -0.01, -0.0479, -0.0115
Si, 0.133, 0.033, -0.009
Si, 0.0414, -0.0084, -0.0316
Si, -0.0637, -0.0251, -0.0064
Si, 0.0665, -0.0087, 0.0056
Si, 0.0061, 0.0043, 0.0313
Si, -0.064, 0.1229, 0.0318
Si, 0.0337, 0.0507, -0.0034
Si, -0.0179, 0.0715, -0.0013
Si, -0.0464, 0.0562, 0.0285
Si, -0.0929, -0.01, 0.0248
Si, 0.0359, -0.1195, 0.0566
Si, -0.0595, -0.047, 0.0146
Si, 0.0294, -0.0035, 0.0191
Si, 0.023, -0.0389, 0.037
Si, -0.0271, -0.1578, -0.0316
Si, -0.003, -0.1754, -0.0357
Si, 0.0904, 0.0785, 0.0198
Si, -0.0163, 0.0636, 0.0328
Si, 0.0188, -0.1288, -0.0076
Si, 0.1111, 0.1279, -0.0657
Si, -0.3307, 0.097, 0.417
Si, 0.0839, -0.0617, -0.1345
Si, -0.3514, 0.2609, -0.2398
Si, -0.267, 0.3912, -0.4913
Si, -0.1887, -0.0391, 0.0974
Si, 0.0775, -0.0951, 0.5213
Si, -0.0393, 0.1011, -0.0154
Si, 0.0077, 0.0412, 0.2333
Si, -0.1277, 0.0396, -0.1371
Si, 0.1887, -0.0455, -0.0381
Si, 0.0527, 0.0409, -0.0391
Si, -0.1696, 0.0282, -0.0746
Si, 0.053, -0.0041, -0.029
Si, -0.075, -0.076, -0.0463
Si, -0.1726, 0.0423, 0.0443
Si, -0.118, 0.2549, 0.2334
Si, -0.2176, -0.008, 0.2245
Si, 0.0778, -0.2381, 0.3127
Si, 0.104, -0.1469, 0.0162
Si, -0.0182, -0.2347, 0.5977
Si, -0.0743, 0.0067, 0.2826
Si, -0.0714, -0.042, 0.2936
Si, 0.0661, 0.2968, 0.0653
Si, 0.4819, -0.23, -0.3097
Si, 0.0862, -0.1266, 0.2706
Si, -0.2311, 0.3626, -0.2183
Si, -0.1637, 0.1868, 0.0634
Si, -0.0003, 0.1182, -0.1785
Si, 0.1314, -0.1716, 0.205
Si, 0.0233, -0.3285, 0.0497
O, -0.2245, 0.1991, 0.0191
O, -0.0543, -0.0626, 0.0503
O, -0.2004, 0.0715, -0.2005
O, 0.1307, -0.1405, 0.1615
N, 0.553, 0.5303, -0.2536
O, 0.1526, 0.1008, -0.0491
O, -0.0454, 0.0948, -0.129
O, -0.0426, 0.0572, -0.1068
O, -0.1347, -0.0431, 0.0598
N, -0.1241, -0.1896, -0.0898
N, 0.4249, -0.358, -0.4285
O, 0.044, 0.0066, -0.0585
O, 0.0125, -0.2485, -0.597
O, 0.008, 0.0094, 0.1156
O, 0.1715, -0.2004, 0.1855
O, -0.2386, 0.1252, 0.1303
N, 0.0685, 0.0669, 0.2235
N, -0.2139, 0.5031, -0.2402
N, 0.1529, 0.1361, 0.0245
O, -0.3029, 0.0607, 0.2526
O, 0.1038, -0.1813, 0.0209
Si, -0.0482, 0.0026, -0.2192
Si, -0.0195, -0.046, 0.0102
Si, 0.1058, -0.1355, -0.0086
Si, 0.0849, -0.0475, 0.1039
Si, -0.094, -0.2178, -0.3283
Si, -0.0663, 0.0646, 0.1404
Si, -0.0846, -0.0346, 0.1134
Si, 0.0348, 0.2046, 0.0419
Si, 0.0012, -0.007, -0.0578
Si, 0.003, -0.0561, -0.1443
Si, 0.1666, 0.0167, -0.0877
Si, -0.0684, 0.0159, -0.2031
Si, 0.0135, -0.1521, -0.2225
Si, -0.0545, -0.0674, 0.0427
Si, -0.0559, 0.0854, 0.0457
Si, -0.1002, -0.1149, -0.212
Si, -0.101, 0.0849, 0.0025
Si, 0.2025, -0.131, -0.2026
Si, 0.0286, 0.0206, -0.2333
Si, 0.0378, 0.128, -0.0703
Si, 0.0541, 0.0061, -0.0777
Si, 0.1018, -0.0719, -0.0642
Si, -0.0041, -0.0128, -0.0403
Si, -0.0366, 0.2038, 0.1496
Si, -0.1779, 0.0403, -0.0909
Si, -0.1074, -0.1496, 0.062
Si, -0.134, -0.2169, 0.0235
Si, -0.0541, 0.0173, 0.0549
Si, -0.047, 0.0124, -0.112
Si, 0.3439, 0.1551, 0.2042
Si, -0.0712, -0.0615, 0.1447
Si, 0.0258, -0.0082, 0.0704
Si, -0.0181, 0.073, -0.0088
Si, -0.0274, 0.1305, -0.0337
Si, -0.1091, 0.0748, -0.3387
Si, 0.0701, -0.0881, -0.1475
Si, -0.088, -0.0384, -0.0795
Si, 0.1077, 0.0645, -0.0288
O, 0.0291, 0.1064, 0.0773
O, 0.0194, 0.0286, -0.0099
O, -0.004, -0.0285, -0.0295
O, 0.111, -0.2127, -0.0042
O, 0.0493, 0.004, 0.1268
O, -0.071, 0.0215, -0.0086
O, 0.0167, 0.0006, -0.0768
N, -0.0258, 0.0054, 0.0781
O, -0.0292, -0.1337, 0.1557
O, -0.0004, 0.0197, 0.0436
O, -0.0208, 0.0159, 0.0306
O, 0.0261, -0.0716, 0.038
O, 0.1353, -0.0175, 0.0453
O, -0.2067, 0.0151, 0.0481
O, 0.0118, 0.1461, -0.023
O, 0.058, 0.0257, -0.0183
O, 0.0049, -0.0255, 0.0491
O, 0.0154, 0.0473, -0.0006
O, -0.1362, -0.0167, 0.0431
O, -0.0775, -0.0249, -0.0562
O, -0.0447, 0.0345, -0.1485
O, -0.1813, 0.0427, -0.0452
O, 0.0349, 0.0122, 0.0305
O, -0.043, 0.0941, 0.0801
O, 0.0422, -0.0629, -0.0144
O, -0.0439, 0.0572, -0.0562
O, 0.0954, 0.0927, 0.1638
O, 0.037, -0.0204, 0.0836
N, 0.0757, -0.0763, 0.044
O, 0.0065, -0.037, 0.1053
O, 0.0748, 0.1432, -0.0497
O, -0.0223, -0.0025, 0.0046
O, -0.0272, -0.023, -0.0339
O, -0.2714, -0.0101, -0.1675
O, -0.0405, 0.0507, 0.0498
O, -0.0031, -0.0515, -0.0114
O, 0.0049, 0.0202, -0.0495
O, 0.0491, -0.0309, 0.1326
O, 0.0358, 0.0315, 0.1306
O, 0.0424, 0.0054, 0.0808
O, 0.0586, 0.0496, 0.0712
O, 0.0148, -0.0194, 0.022
O, -0.0372, -0.0341, -0.0573
O, -0.1145, -0.0799, 0.1516
O, -0.1009, 0.022, 0.1138
O, -0.0405, 0.0348, 0.0016
O, 0.1646, -0.1507, -0.38
O, 0.0241, -0.0388, 0.059
O, -0.0449, 0.0345, 0.043
O, -0.0862, -0.0622, -0.0842
O, 0.0447, 0.0341, -0.0425
O, -0.0855, -0.0311, 0.0071
O, -0.1334, -0.0009, -0.0199
O, -0.0407, -0.0172, -0.0422
O, 0.0583, -0.0572, 0.1383
O, 0.0231, -0.0504, -0.1057
O, 0.0782, 0.0125, 0.0021
O, 0.0017, 0.0282, -0.0092
O, -0.0134, -0.0045, 0.0231
O, 0.0115, -0.0202, 0.024
O, 0.0582, 0.0588, 0.0267
O, -0.0696, 0.0027, 0.0181
O, -0.0086, 0.0574, 0.0669
O, 0.0422, -0.1738, 0.045
O, -0.0398, -0.095, 0.0409
O, -0.0434, 0.0766, 0.2338
O, -0.0699, -0.186, 0.0474

The program warned: the cutoff lies below the one the program advises for these potential files; the exchange-correlation potential is rough where the density is thin.
